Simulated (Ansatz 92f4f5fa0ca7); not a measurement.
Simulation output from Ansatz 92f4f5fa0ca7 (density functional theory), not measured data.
Periodic cell of 227 atoms, Si134O92H1, from a study of silicon, its oxide and their interface. The atomic structure is a simulated model.

Settings
functional: PBE
potential files: Ansatz PAW
basis: plane waves
wave-function cutoff: 700 eV
density cutoff ratio: 5
exchange-correlation grid ratio: 1
k mesh: 2 x 2 x 1, shifted by 0.5 0.5 0.5 of a step
self-consistency stop: 5e-08 eV per atom in the density residual
occupations: fixed
spin: none
net charge: +1 e, with a uniform compensating background and no finite-size correction

Cell vectors (angstrom)
a	10.938	0	0
b	0	10.938	0
c	0	0	32.9883

Atoms and the computed forces on them: element, x, y, z (angstrom), force x, y, z (eV/angstrom)
Si	-0.1685	0.187	25.4626	-0.0108	0.0183	-0.0238
Si	5.8363	-0.3154	25.5453	0.0198	-0.0107	-0.0304
Si	2.5306	2.9724	25.5997	-0.0152	0.015	-0.0288
Si	8.5685	2.4366	25.6379	0.0282	-0.0104	-0.0173
Si	0.258	5.0997	25.7209	-0.0019	-0.0254	-0.049
Si	5.2182	5.6758	25.4601	-0.0178	0.0004	-0.0333
Si	2.9682	7.9257	25.3208	0.0125	-0.0138	-0.0475
Si	8.0772	8.3907	25.3821	-0.0087	0.014	-0.0325
Si	1.4064	1.3139	26.8368	-0.0138	0.0043	-0.0096
Si	6.9136	1.2982	26.8731	0.0121	0.0054	0.0142
Si	4.1126	4.1373	26.8754	0.0038	-0.0004	0.0012
Si	9.6509	3.9759	27.0335	-0.0171	-0.0006	-0.0064
Si	1.4336	6.8231	26.7936	-0.0014	-0.0007	0.0021
Si	6.8764	6.8157	26.7337	-0.0062	0.0048	0.0174
Si	4.1455	9.4768	26.7441	-0.0114	0.0123	0.0042
Si	9.6062	9.5427	26.7841	0	-0.0039	0.0022
Si	2.7944	-0.0638	28.1589	0.004	-0.0025	0.0069
Si	8.2611	-0.0527	28.2324	0.0048	-0.0095	-0.0133
Si	0.0885	2.6298	28.3017	0.0107	-0.0128	-0.0167
Si	5.4979	2.7126	28.1802	0.0054	-0.0043	-0.0061
Si	2.7463	5.4794	28.2367	0.0104	0.005	-0.0069
Si	8.2115	5.4507	28.1866	-0.0176	0.0184	-0.0093
Si	0.0317	8.1802	28.1613	0.0042	0.0009	0.0106
Si	5.507	8.1565	28.1777	0.0051	-0.0036	-0.0085
Si	4.1018	1.3673	29.57	0.0872	-0.126	-0.2998
Si	9.5708	1.3673	29.57	0.083	-0.4285	0.5648
Si	1.3673	4.1018	29.57	0.243	0.0225	0.3705
Si	6.8362	4.1018	29.57	-0.0227	-0.0095	-0.1134
Si	4.1018	6.8362	29.57	0.2171	0.0474	0.1632
Si	9.5708	6.8362	29.57	0.0524	0.0108	-0.2872
Si	1.3673	9.5708	29.57	0.099	-0.0874	-0.2923
Si	6.8362	9.5708	29.57	0.0007	-0.192	-0.0131
Si	0	0	30.9373	-0.1166	0.0583	0.039
Si	5.469	0	30.9373	0.0153	0.0002	-0.0266
Si	2.7345	2.7345	30.9373	-0.0164	0.1258	0.0149
Si	8.2035	2.7345	30.9373	0.0101	0.0189	-0.0407
Si	0	5.469	30.9373	-0.047	-0.0528	-0.0243
Si	5.469	5.469	30.9373	-0.0602	0.0098	-0.002
Si	2.7345	8.2035	30.9373	0.0506	0.037	-0.0239
Si	8.2035	8.2035	30.9373	-0.055	0.0293	-0.0041
Si	1.3673	1.3673	32.3045	0.036	-0.0687	0.0006
Si	6.8362	1.3673	32.3045	0.0225	0.0216	-0.0081
Si	4.1018	4.1018	32.3045	0.084	-0.0645	0.012
Si	9.5708	4.1018	32.3045	-0.0025	0.0067	0.0017
Si	1.3673	6.8362	32.3045	0.0024	-0.0173	-0.0061
Si	6.8362	6.8362	32.3045	0.0529	-0.0574	0.0007
Si	4.1018	9.5708	32.3045	-0.0353	-0.0063	0.0013
Si	9.5708	9.5708	32.3045	0.0812	-0.0609	0.0102
Si	2.7345	0	0.6835	0.0068	0.0289	-0.0002
Si	8.2035	0	0.6835	-0.0612	0.014	-0.0094
Si	0	2.7345	0.6835	-0.0491	0.05	-0.0113
Si	5.469	2.7345	0.6835	-0.0054	0.0534	0.0094
Si	2.7345	5.469	0.6835	-0.0276	0.0172	-0.005
Si	8.2035	5.469	0.6835	-0.0204	0.0073	0.0037
Si	0	8.2035	0.6835	-0.0817	0.0208	0.0067
Si	5.469	8.2035	0.6835	-0.0149	0.05	-0.0123
Si	4.1018	1.3673	2.0507	-0.0237	-0.0848	0.0022
Si	9.5708	1.3673	2.0507	0.0773	0.0521	0.0512
Si	1.3673	4.1018	2.0507	-0.047	-0.0363	0.0519
Si	6.8362	4.1018	2.0507	0.0004	-0.0561	-0.0422
Si	4.1018	6.8362	2.0507	0.0473	-0.0643	0.0215
Si	9.5708	6.8362	2.0507	0.0023	-0.0199	-0.0091
Si	1.3673	9.5708	2.0507	0.0679	-0.0023	-0.0046
Si	6.8362	9.5708	2.0507	0.0834	-0.0749	0.0012
Si	0	0	3.418	0.2016	0.1121	0.1289
Si	5.469	0	3.418	-0.3584	0.0203	0.4074
Si	2.7345	2.7345	3.418	-0.1995	-0.3033	0.1031
Si	8.2035	2.7345	3.418	-0.3026	0.0534	-0.022
Si	0	5.469	3.418	0.0434	0.1901	-0.1064
Si	5.469	5.469	3.418	0.0045	0.0146	-0.4006
Si	2.7345	8.2035	3.418	-0.0574	0.4595	0.2709
Si	8.2035	8.2035	3.418	-0.108	0.2868	-0.4154
Si	1.3949	1.3405	4.8897	-0.001	-0.0159	-0.0111
Si	6.7814	1.4088	4.8003	-0.023	-0.0088	-0.0061
Si	4.1024	4.088	4.7412	-0.038	-0.0209	0.0416
Si	9.509	4.1722	4.7403	0.0027	-0.0148	0.0009
Si	1.3141	6.9038	4.779	-0.0105	0.0004	0.0044
Si	6.7678	6.9074	4.7144	-0.0145	-0.0017	0.0005
Si	4.0206	9.6383	4.8872	-0.0295	0.0262	-0.0132
Si	9.5357	9.6087	4.7529	0.0046	0.0044	-0.0016
Si	2.7157	0.0063	6.5244	0.0147	-0.0203	-0.0335
Si	8.1178	-0.0008	6.1162	0.016	0.0364	0.009
Si	-0.2078	2.7219	6.104	0.0082	-0.0029	-0.0303
Si	5.3995	2.7556	6.2057	0.0276	0.0076	0.0057
Si	2.7494	5.5446	6.0505	0.0555	0.0749	0.0211
Si	8.152	5.586	6.0324	0.0211	0.0134	0.0134
Si	-0.057	8.273	6.1564	0.0133	-0.0313	-0.0063
Si	5.3791	8.1839	6.1431	0.0049	-0.0079	0.0026
Si	3.8597	1.7993	7.7808	-0.0005	0.0417	0.0459
Si	9.594	1.1879	7.502	0.0005	-0.0086	0.0159
Si	1.6109	3.7927	6.9933	0.009	-0.0285	-0.0148
Si	6.5985	4.4398	7.3046	-0.0068	0.0222	0.0261
Si	4.306	6.5725	7.5084	0.0178	-0.0202	0.0059
Si	9.2679	7.1285	7.4207	-0.0302	0.0057	0.0331
Si	0.8512	9.8352	7.6804	-0.0361	0.0075	0.0421
Si	6.9898	9.319	7.3833	0.027	-0.0125	0.0524
O	5.461	5.4734	7.9351	-0.0109	0.0001	0.031
O	-0.0843	0.2343	7.8927	-0.0212	-0.015	0.0203
O	2.564	2.8701	7.9231	0.0209	-0.0119	0.0346
O	8.1574	8.2584	7.8564	-0.0131	0.0146	0.0346
O	2.2519	8.5355	23.9412	0.0085	0.009	0.0179
O	8.1002	5.4864	22.9228	0.0052	-0.0055	0.0173
O	6.934	9.52	24.9495	0.0069	-0.0042	-0.0248
O	1.3747	4.0471	25.0835	-0.003	0.0043	-0.0145
O	6.3232	9.9525	8.7338	0.0187	-0.0153	0.0051
O	-0.7691	3.9909	9.0558	-0.0177	0.007	0.0141
O	0.6525	9.137	9.1603	0.0071	0.0138	-0.0042
O	7.5062	3.8706	8.5305	-0.0056	-0.0016	-0.0143
O	9.8061	6.5623	8.8668	0.0027	0.0174	-0.0271
O	4.4512	1.79	9.326	-0.0163	0.0041	-0.0053
O	3.566	7.1241	8.8707	-0.0054	-0.0183	0.0067
O	8.9384	1.7205	8.9483	0.0136	0.0154	-0.0123
O	5.2263	0.4914	24.2619	-0.0127	-0.0051	0.0023
O	7.9832	3.2495	24.3605	-0.009	0.0021	0.0025
O	11.6876	6.6408	19.8366	-0.0279	-0.0141	-0.0105
O	5.8637	4.8509	24.1908	0.0165	0.0129	0.0084
O	8.8095	7.7985	24.0001	-0.0087	-0.0211	0.0114
O	3.2765	2.3578	24.2768	-0.0027	-0.0077	-0.0017
O	4.1115	6.79	24.8873	-0.0098	0.0028	-0.0131
O	11.3842	-0.4557	24.0705	0.015	-0.0041	-0.0005
Si	11.6555	8.9523	10.7883	-0.003	-0.0007	0.0037
Si	6.9277	15.2138	11.6281	0.0078	-0.0035	0.0004
Si	8.1795	11.3568	15.1242	0.0003	-0.0049	-0.0017
Si	2.044	13.1038	19.3677	0.002	-0.0011	0.0007
Si	4.6095	13.4884	10.7959	0.0001	0.0051	0.0057
Si	1.6819	-2.3964	17.6439	0.0019	0.0009	-0.002
Si	4.9507	1.4325	18.8368	-0.001	0.0008	0.003
Si	0.7931	-0.6414	20.1378	0.0019	-0.0018	0.0065
Si	-0.8904	7.6808	13.0537	0.0009	-0.003	0.0049
Si	-3.2558	-1.9437	16.6298	0.0018	-0.0015	-0.0037
Si	9.1166	2.4726	16.7202	0.0007	0.0024	0.0046
Si	8.7134	3.2856	9.4244	0.0276	0.0022	-0.0086
Si	6.4909	9.8226	10.3607	-0.0058	-0.0088	0.0041
Si	10.6882	5.4483	9.6385	0.0124	-0.0309	-0.0205
Si	1.6285	8.9951	14.556	0.0036	0.0054	0.013
Si	3.9854	12.0867	23.4506	-0.0012	-0.0019	0.0022
Si	5.3317	3.0178	21.4136	0.0028	0	0.004
Si	-3.8918	7.4411	12.1472	0.0017	-0.0039	-0.0065
Si	-1.9658	-1.8789	19.2286	-0.0005	0.0026	0.0047
Si	11.381	5.6547	21.0982	0.0015	0.0012	0.0101
Si	6.3001	2.2929	16.0657	-0.0034	-0.0007	0.0027
Si	16.3787	4.3501	14.217	0.0019	-0.0002	0.0078
Si	-0.121	4.8673	12.7078	-0.0055	-0.0017	0.0042
Si	10.273	2.2136	13.9959	-0.0016	-0.0006	0.0014
Si	1.683	9.888	23.1673	0.0001	0.0054	0.0042
Si	2.9948	4.5387	12.1911	0.0028	0.0005	0.0014
Si	5.8652	6.8795	16.0698	0.0017	-0.0035	0.0057
Si	-4.8983	9.4881	19.0521	-0.003	0.0013	0.0075
Si	10.5822	6.7485	18.6345	-0.0013	-0.0017	-0.001
Si	4.2539	6.99	18.662	0.0017	-0.0052	0.0029
Si	-0.3039	3.8587	18.8202	-0.0015	-0.0028	0.0006
Si	4.4674	0.0578	12.1774	-0.0012	-0.0009	0.0051
Si	12.3863	11.2728	12.6943	-0.0013	0.007	0.002
Si	2.5604	6.6972	10.0934	0.0031	-0.0039	-0.0031
Si	7.1613	4.2494	23.3933	0.0051	0.0011	-0.002
Si	9.3751	6.3781	23.3797	0.0039	-0.0013	0.0102
Si	4.5657	-2.3993	13.9092	0.0044	0.0025	0.0072
Si	3.1781	4.7776	20.8149	0.0027	0.0019	0.0104
O	8.9485	-1.6504	17.6063	-0.0264	0.0012	0.0103
O	-4.5835	9.5416	17.4389	0.0177	-0.01	0.023
O	11.5877	1.6819	13.1492	-0.0082	-0.0118	-0.0065
O	10.3839	6.1635	13.5652	-0.0032	-0.0094	-0.0041
O	3.7205	5.8077	19.6593	0.0006	0.0082	-0.0067
O	12.2764	5.793	9.3832	-0.0122	0.0071	0.0225
O	7.5519	10.9213	10.9225	0.0231	0.0039	-0.0445
O	-3.5364	-3.5265	16.3224	-0.0281	0.0192	-0.0002
O	5.6574	3.8013	10.6996	-0.0034	-0.0139	0.023
O	14.9797	4.6103	13.4253	0.0098	-0.0083	-0.0191
O	-1.2901	1.3299	25.0369	0.0064	-0.005	-0.0317
O	5.0062	8.1292	15.4239	0.0119	-0.0252	-0.0111
O	8.8248	11.804	16.5783	-0.0134	0.0143	-0.0307
O	2.9253	8.2087	13.8512	-0.0042	0.0203	0.0067
O	4.981	10.0362	10.9577	0.0207	0.0159	0.0094
O	1.9372	5.3831	21.7166	-0.0014	-0.0068	-0.0187
O	13.0127	8.0307	10.8971	-0.0007	-0.0112	-0.0015
O	1.2056	-1.2776	21.6126	-0.0035	0.0176	-0.0056
O	1.061	3.0488	18.3968	-0.0076	-0.0022	0.0197
O	5.4989	2.6082	19.844	-0.0086	-0.0153	-0.0027
O	2.9587	7.6061	17.9238	-0.0014	0.004	0.0088
O	1.8418	-1.7885	16.1535	0.0042	-0.0128	-0.0029
O	0.6676	10.3926	11.5471	-0.0045	-0.0098	0.0032
O	2.8955	0.015	23.1135	-0.0068	-0.0048	0.0028
O	3.1769	3.1875	11.278	0.0294	0.0134	0.0084
O	0.3069	7.6771	17.4972	0.0038	-0.0043	0.0335
O	-0.6247	13.6595	15.5837	-0.0189	-0.0152	-0.0094
O	-2.5424	7.8071	13.0449	-0.0096	-0.0066	-0.0191
O	7.1383	5.8921	11.6046	-0.0038	-0.0029	0.0061
O	5.0951	8.1895	19.4238	0.0028	0.004	-0.0271
O	5.2013	6.365	17.4732	-0.0001	0.0234	-0.0091
O	5.61	7.7117	12.923	0.0109	0.0196	-0.0051
O	10.4032	5.3161	11.201	0.0148	0.0032	0.0232
O	-0.5417	6.4651	22.1118	0.0021	-0.0127	-0.0097
O	-1.7806	0.9966	13.9292	0.005	0.0145	0.0308
O	-0.5845	5.2593	18.0119	0.0098	0.0078	0.0292
O	7.9815	9.7447	15.1994	-0.0042	0.0148	0.0293
O	6.6253	3.8704	13.1798	-0.0249	0.0161	-0.0085
O	4.4939	4.4023	21.6859	-0.0068	-0.0128	-0.0156
O	8.2299	3.4823	10.9675	-0.0247	0.008	-0.0051
O	7.4847	9.371	19.8468	-0.0026	-0.0057	-0.039
O	10.468	8.0781	11.4968	0.0141	0.0041	0.0101
O	7.6715	14.1224	16.3458	-0.0062	-0.0359	-0.0003
O	1.6884	10.5437	14.1043	0.005	-0.0129	-0.0233
O	0.1203	8.5099	14.0705	0.0108	0.0011	-0.019
O	9.9422	3.588	13.1773	0.0154	0.0226	-0.0055
O	14.2514	5.7963	11.1973	-0.0213	-0.0164	-0.006
O	-3.9236	8.3409	10.7861	-0.0107	0.0172	0.0159
O	-0.2597	4.2831	20.4324	0.0185	0.0218	-0.0235
O	6.7007	12.0378	15.0141	0.031	0.0111	0.0253
O	13.8466	11.4361	12.0031	0.0121	-0.0169	0.013
O	16.1102	3.2059	15.3373	0.0259	0.0062	-0.0073
O	6.7672	3.3486	22.0994	-0.0151	0.0052	0.0059
O	5.1948	12.4513	11.9298	-0.0115	0.0102	-0.0269
O	5.2921	10.884	19.4385	0.009	0.0023	-0.0213
O	3.3291	1.5252	18.5976	0.0103	0.0079	0.0235
O	9.4653	2.8587	18.2646	-0.0064	-0.0018	-0.0204
O	1.1782	11.9035	20.1063	0.0078	-0.005	-0.0195
O	1.5797	9.628	18.8638	-0.0194	-0.0109	0.0024
O	10.243	5.6537	24.5276	0.0094	0.0099	0
O	5.9357	5.6839	14.9839	-0.0119	-0.008	0.0055
O	4.5948	1.7321	22.0808	0.0041	0.0159	0.0074
O	2.6334	14.2376	20.3726	-0.0088	-0.005	-0.0071
O	-0.8163	20.9284	19.9349	0.009	-0.018	-0.0115
O	4.7297	-0.7856	13.5596	-0.0111	-0.0223	-0.0192
O	5.6925	1.6627	17.4202	-0.0004	0.0048	-0.0038
O	1.4825	4.591	12.781	-0.003	0.0006	-0.0094
O	9.2713	7.4396	19.334	0.0209	0.0116	-0.009
H	8.0423	11.4757	10.2903	-0.0341	-0.0242	0.0326

Results
free energy: -137544.957 eV
free energy less fixed offsets of H -17.10, O -569.03, Si -635.61 eV per atom: -5.357 eV

The program warned: the cutoff lies below the one the program advises for these potential files; the forces do not sum to zero within the program's tolerance; the exchange-correlation potential is rough where the density is thin.
